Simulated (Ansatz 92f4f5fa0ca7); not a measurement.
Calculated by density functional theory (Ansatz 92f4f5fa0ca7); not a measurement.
Periodic cell of 196 atoms, Si117O79, from a study of silicon, its oxide and their interface. The atomic structure is a simulated model.

Settings: functional r2SCAN; potential files Ansatz norm-conserving; basis plane waves; wave-function cutoff 1300 eV; density cutoff ratio 4; exchange-correlation grid ratio 1; k mesh 2 x 2 x 1, shifted by 0.5 0.5 0.5 of a step; self-consistency stop 5e-08 eV per atom in the density residual; occupations Fermi-Dirac, 0.05 eV; spin none; net charge 0.

Cell vectors (angstrom)
a	11.3914	0.1065	0.0145
b	-0.0742	11.5911	0.0825
c	-0.8135	4.0428	26.2531

Atoms: element, x, y, z (angstrom)
Si	9.6695	-0.131	-0.4053
Si	10.7278	4.227	0.0108
Si	10.8062	6.6709	-0.4804
Si	1.1764	0.2994	-2.5469
Si	1.1997	1.658	2.5347
Si	3.8334	8.3183	-0.4868
Si	4.7913	-1.1528	-1.2268
Si	6.7936	4.2432	0.3357
Si	6.6956	6.6108	-0.0325
Si	0.4771	-0.6539	0.3135
Si	1.1919	5.5821	2.9603
Si	0.8367	8.4555	0.3938
Si	5.9358	-0.3358	1.5416
Si	5.0948	3.586	1.6796
Si	5.1325	9.2494	2.7417
Si	8.3343	-0.2707	1.4599
Si	8.8428	3.7667	1.3564
Si	8.4425	7.3598	1.4169
Si	1.2315	3.773	1.2825
Si	3.3546	3.5335	0.2296
Si	1.1571	8.1227	2.7058
Si	5.1561	1.5534	2.7969
Si	4.8592	5.539	2.959
Si	4.976	7.3653	1.3772
Si	8.8677	1.7636	2.7106
Si	8.8005	5.5001	2.947
Si	8.7089	9.3016	2.7334
Si	10.8119	1.6822	4.0349
Si	10.7308	5.4482	4.2805
Si	10.7355	9.1492	4.0247
Si	3.0957	1.49	3.9289
Si	3.0578	5.3643	4.3399
Si	3.0977	9.063	3.9762
Si	7.0456	1.7086	4.1825
Si	6.8642	5.4624	4.2523
Si	6.9568	9.1849	4.2314
Si	10.8436	-0.3929	5.1826
Si	10.7705	3.4407	5.5892
Si	10.6707	7.3628	5.5778
Si	3.0906	-0.5013	5.1386
Si	3.168	3.3543	5.5876
Si	3.151	7.3566	5.6173
Si	6.9742	-0.3439	5.2429
Si	6.9019	3.5629	5.682
Si	6.9574	7.3274	5.6614
Si	1.1585	11.1693	6.6879
Si	1.3204	3.4558	7.0697
Si	1.1951	7.3863	6.9216
Si	4.9757	11.1839	6.5018
Si	5.0522	3.456	7.0708
Si	5.0658	7.2537	6.9812
Si	8.8425	11.1232	6.6455
Si	8.921	3.4877	6.9808
Si	8.9026	7.2934	7.026
Si	1.2814	1.3614	8.2211
Si	1.3435	5.5988	8.4746
Si	1.1244	9.3521	8.1786
Si	5.0341	1.2809	8.0532
Si	5.0919	5.3904	8.5492
Si	4.9688	9.3415	7.9185
Si	8.8324	1.2938	8.0958
Si	8.9794	5.4048	8.3848
Si	8.831	9.3885	8.1662
Si	10.7089	0.8462	9.3357
Si	10.8454	5.6385	9.8997
Si	10.6766	10.0522	9.5235
Si	3.2466	0.6693	9.4025
Si	3.3013	6.0177	9.8544
Si	3.126	9.8384	9.2107
Si	7.8515	2.6994	11.5199
Si	7.1294	5.2066	9.8028
Si	6.8202	9.7176	9.3037
Si	10.9469	9.4986	11.772
Si	9.9844	1.8454	11.2948
Si	10.5139	7.1615	11.7724
Si	3.8491	8.2567	10.8858
Si	4.0516	0.7428	11.6501
Si	2.5232	4.7752	11.7417
Si	6.208	8.617	11.3121
Si	6.8938	0.5428	9.254
Si	7.4163	6.6569	11.6974
Si	2.3544	9.8627	12.8382
Si	5.1358	9.7826	15.5563
Si	7.002	4.9262	13.2051
Si	9.8479	10.8826	13.3293
Si	6.7904	10.2932	12.8928
Si	4.1474	3.6981	12.9387
Si	12.3916	6.8032	16.0468
Si	11.242	3.7533	11.3902
Si	11.6255	5.7521	13.2991
Si	13.528	2.0088	16.7105
Si	2.0083	9.4494	15.039
Si	6.4248	12.3001	11.6765
Si	7.9068	8.8459	21.9278
Si	4.7532	10.8128	23.9797
Si	4.3089	8.0173	24.2659
Si	7.2117	2.4487	18.1526
Si	5.8714	7.5479	17.4528
Si	11.9495	6.5425	18.7974
Si	3.1134	6.2244	18.0525
Si	9.5253	7.2689	20.3791
Si	11.4552	0	15.9908
Si	6.5639	4.8519	16.2869
Si	13.2271	3.9232	19.0901
Si	4.9332	0.9447	16.7001
Si	6.404	14.9551	21.199
Si	4.1895	3.3748	15.2029
Si	9.1134	10.8728	23.6406
Si	7.8037	9.3204	19.1339
Si	10.4761	12.3992	21.4319
Si	8.5988	2.0995	23.1289
Si	2.7486	5.6198	24.2486
Si	7.4348	6.0463	21.8415
Si	9.3733	0.247	18.3554
Si	9.2006	5.7225	24.396
Si	4.5204	13.2225	22.5471
Si	1.5745	13.8495	21.7727
O	9.7166	7.4558	0.372
O	10.3016	5.0462	23.4228
O	2.2222	8.3051	-0.3904
O	7.904	5.8287	23.4166
O	0.999	0.1868	1.5805
O	3.9013	2.1534	12.3945
O	7.2428	3.5983	10.3223
O	12.8585	3.6809	11.1806
O	13.1648	5.9576	12.7815
O	3.1921	8.5163	12.3956
O	2.7185	3.1351	15.8278
O	3.3531	-0.3361	12.5374
O	5.5247	4.4185	12.6637
O	10.4681	11.1569	14.7964
O	8.3362	-1.1657	13.4552
O	8.8917	7.1629	12.0045
O	1.5602	-0.906	-3.4936
O	10.513	3.165	-1.3072
O	3.0333	8.536	25.271
O	5.0982	14.1101	21.2856
O	8.6709	5.9396	20.7844
O	5.5607	7.553	25.1707
O	13.4245	3.4122	20.5562
O	11.9897	4.8455	18.8535
O	7.558	9.7831	20.6554
O	2.8881	13.2544	22.4106
O	3.738	6.6506	23.5191
O	2.5639	6.0691	25.8068
O	9.8397	2.0386	22.0922
O	7.1645	5.1736	14.8081
O	8.4956	1.5942	17.9607
O	5.4171	11.0367	16.5287
O	5.7184	10.071	14.0947
O	5.7845	8.3882	16.0893
O	4.0278	-0.005	-2.0256
O	6.7583	6.216	17.1578
O	1.068	9.9841	11.8981
O	12.3052	1.38	15.8972
O	4.4353	7.0614	18.0322
O	9.9055	12.3845	12.669
O	5.0401	1.9732	15.4081
O	11.0411	6.9967	19.9968
O	3.5522	9.492	15.5715
O	3.3537	0.8963	17.0465
O	2.0945	6.994	18.9743
O	4.6123	9.2901	23.3505
O	11.6117	5.8228	14.9592
O	13.0295	2.5589	18.1145
O	10.5075	11.6613	17.4399
O	9.8719	12.0308	19.9344
O	3.2298	4.6642	18.6297
O	11.0734	4.2835	12.915
O	4.9603	14.0005	23.9544
O	8.3002	10.5409	18.2878
O	6.8629	7.5957	21.8528
O	7.2973	3.6721	17.0729
O	5.8856	1.5596	17.9237
O	7.9463	3.6118	12.9033
O	1.3004	8.0014	15.1203
O	6.4459	8.59	18.5541
O	0.5947	12.6187	21.2365
O	7.1837	3.1047	19.6375
O	4.9821	4.5207	16.1135
O	7.3874	14.4632	22.4008
O	8.9209	8.0375	19.1208
O	1.2696	-0.1717	-1.0117
O	9.6295	-1.2499	-1.6708
O	12.5828	10.4365	16.1485
O	2.3981	6.1225	16.5719
O	8.0817	12.1896	23.5441
O	9.4482	8.2221	21.7201
O	5.5781	-0.357	-0.0189
O	5.1692	11.7431	22.6426
O	6.2561	16.5343	21.4366
O	4.1347	7.3474	-1.7734
O	10.2451	11.0381	22.3881
O	8.0202	9.6394	23.3293
O	11.4193	7.0254	17.3279
O	1.3295	5.626	23.44

Results
free energy: -50441.013 eV
free energy less fixed offsets of O -463.61, Si -117.95 eV per atom: -15.673 eV
pressure: 0.06 GPa
stress xx, yy, zz, yz, xz, xy (GPa, positive in tension): -2.63, 2.16, 0.28, 0.81, 1.27, 1.03

Forces (eV/angstrom), in the order of the atoms: element, x, y, z
Si	0.2646	-0.2497	-0.9142
Si	-0.3974	-0.5836	-0.9883
Si	1.5785	-0.3158	-0.3648
Si	0.2615	0.7116	-0.4533
Si	0.0016	-0.902	-0.9993
Si	-0.6852	-0.2578	0.4737
Si	1.3199	0.1948	0.5023
Si	0.5526	0.3791	-0.0858
Si	-0.0511	-0.0499	0.0078
Si	-1.128	-0.8331	-0.4348
Si	0.4125	0.3404	-0.3426
Si	-0.6254	-0.057	0.2125
Si	0.1312	0.0426	1.0687
Si	-0.2299	0.1499	1.2096
Si	0.308	-0.0113	0.2329
Si	-0.1826	0.1149	0.9682
Si	0.0685	-0.1868	0.3978
Si	0.5	-0.1746	-0.4065
Si	0.4498	-0.0651	0.3084
Si	-0.6229	-0.5368	0.258
Si	0.282	-0.3489	0.4373
Si	0.3122	0.0941	-0.0658
Si	0.463	-0.2006	-0.4068
Si	-0.133	-0.0444	0.0173
Si	-0.0509	-0.1764	-0.5434
Si	-0.4142	0.1855	-0.5177
Si	0.2036	0.0461	-0.0304
Si	-0.3202	-0.3777	-0.0269
Si	-0.4364	-0.4675	0.3424
Si	-0.1345	-0.3184	-0.4175
Si	0.2825	0.2882	0.3644
Si	-0.3536	0.0721	0.5401
Si	-0.2046	-0.0135	-0.4486
Si	-0.3826	0.2561	-0.0519
Si	-0.1223	0.0626	0.1427
Si	-0.4459	0.2798	-0.1311
Si	-0.4956	-0.0304	-0.2072
Si	0.6063	0.6322	0.2125
Si	0.3459	0.262	-0.0141
Si	-0.3417	-0.096	0.1661
Si	-0.0683	0.061	-0.1308
Si	0.0335	-0.5586	-0.0809
Si	0.9544	-0.4014	0.1171
Si	0.6875	-0.0792	-0.2513
Si	0.4119	-0.0929	-0.0101
Si	0.5981	0.1304	0.2714
Si	-0.2276	0.1682	0.0869
Si	-0.0791	-0.2014	0.1537
Si	-0.5115	-0.0171	0.2296
Si	-0.5015	-0.286	0.1811
Si	-0.2386	-0.3529	0.1131
Si	-0.2785	0.3975	-0.5662
Si	-0.6925	-0.6392	0.3372
Si	-0.6087	0.5572	0.1682
Si	0.1993	0.0021	-0.1094
Si	0.1578	-0.173	-0.3944
Si	0.0128	0.0622	-0.1295
Si	-0.0091	0.1214	-0.146
Si	0.4975	0.0359	-0.5875
Si	0.3919	0.1657	0.0404
Si	-0.1966	0.5785	-0.5028
Si	0.3189	0.052	0.365
Si	0.1892	-0.7674	0.3902
Si	0.0652	-0.258	0.1263
Si	-0.4675	-0.2583	-0.2596
Si	-0.735	0.1837	-0.3915
Si	-0.2523	-0.3595	0.1993
Si	-0.6933	0.1377	0.6174
Si	0.397	-0.0543	0.7688
Si	-0.7204	-0.7532	1.0105
Si	0.0467	-0.4221	-0.1491
Si	-0.0947	0.1675	-0.4021
Si	-0.5821	-0.4308	-0.3064
Si	0.2547	-0.9824	0.1816
Si	0.399	-0.1069	0.2116
Si	0.0419	0.2015	-0.3395
Si	1.6548	1.6429	-1.819
Si	0.0286	-0.2584	-0.5759
Si	-0.065	-0.0356	-0.3246
Si	0.1845	-0.4672	0.5633
Si	-1.5051	-0.6042	-0.4081
Si	1.4981	0.7841	-0.3044
Si	-0.2348	-0.9546	0.3462
Si	0.0273	-0.5277	0.4667
Si	-1.4343	0.8723	-0.1974
Si	-0.6301	0.5063	-0.4787
Si	-1.8007	-1.5037	0.2827
Si	-0.8862	-0.5859	-1.9825
Si	-0.1496	0.2287	-0.7444
Si	-0.2527	1.0533	1.9155
Si	0.2126	0.7877	0.4908
Si	0.464	0.1905	1.585
Si	-0.317	0.2584	-0.3732
Si	1.0815	-0.3081	0.4899
Si	0.9008	-0.0165	-0.6863
Si	-1.867	-1.1412	0.3849
Si	-1.4323	1.9502	0.5286
Si	0.3271	-0.2047	0.5908
Si	0.2132	-1.251	-0.0187
Si	0.9269	-2.5055	-0.9234
Si	0.1915	0.0517	1.0382
Si	0.9631	-1.213	0.2666
Si	0.1091	0.7856	0.3231
Si	2.6921	-1.7833	-2.9033
Si	1.1057	0.7441	0.6597
Si	3.3443	0.1279	-1.1587
Si	0.368	0.2413	0.9979
Si	-0.5179	0.4253	-1.9425
Si	-0.5733	-3.3518	-0.2431
Si	-2.2011	-2.4635	-0.4822
Si	-0.7985	1.0969	0.3752
Si	-0.6205	-0.9998	0.0528
Si	-0.2934	-0.3862	1.133
Si	-1.3978	1.1833	0.772
Si	-0.7705	0.9973	0.1023
Si	0.2315	1.5623	0.1566
Si	-2.223	0.5108	0.346
O	-1.7512	0.6834	1.557
O	-0.095	-0.1077	-0.1982
O	1.2175	0.3057	-0.634
O	-0.3491	0.158	-0.9564
O	0.6769	1.6164	1.4725
O	0.0548	1.4314	0.552
O	-0.2533	0.9196	-0.5869
O	1.4002	0.6185	0.3652
O	0.0526	-0.7039	-0.5679
O	-0.3028	0.3488	-0.0929
O	-0.0566	0.0798	-0.2567
O	-1.8566	-2.9798	1.4772
O	1.7571	0.9743	-0.2197
O	0.4253	0.1191	0.7173
O	1.5823	-0.2758	0.2033
O	1.3919	0.6091	0.142
O	0.9767	-1.3994	-0.902
O	0.1342	-0.0376	0.4693
O	1.0434	0.2351	-1.312
O	-2.1896	-1.65	0.8777
O	0.1217	0.1735	-0.109
O	0.3069	-0.0541	-0.6753
O	0.0979	-0.5344	0.9513
O	-1.4604	2.967	-0.2675
O	-0.0347	0.3299	0.3802
O	1.3439	-0.6129	0.3402
O	0.9622	1.2799	0.0946
O	-0.1889	-0.3118	-0.2223
O	-0.1034	0.1659	0.1665
O	-0.2903	-0.2578	-0.4156
O	2.4582	-2.3984	-0.0403
O	0.0051	0.5094	-0.1842
O	0.0056	0.2306	0.0133
O	-0.1017	0.6192	-0.4954
O	-1.0671	1.7899	-0.2822
O	-0.4025	0.2831	0.0904
O	0.4271	0.2862	-0.2079
O	-0.7798	-0.5934	-0.5743
O	1.2261	0.3934	-0.3882
O	0.1538	-0.0806	-0.2522
O	0.2055	-0.6259	0.4506
O	0.2617	-0.131	0.4721
O	-0.4632	-0.0766	-0.3892
O	0.4087	-0.5272	-0.1002
O	-2.3254	0.4713	1.0733
O	0.2877	0.756	0.0347
O	0.4929	0.4942	-0.2445
O	-0.2445	1.8003	1.7549
O	0.9815	-0.3452	-1.4476
O	-0.0183	0.1363	0.7475
O	-1.1175	0.342	0.0228
O	-0.2912	-0.004	0.8259
O	-0.2632	-0.9912	-0.633
O	0.8591	1.4344	-0.5544
O	0.1397	-0.5006	0.0687
O	0.0731	-0.454	-0.0524
O	-1.3249	-0.6049	-1.1346
O	-0.0103	0.3778	-0.5529
O	0.0676	-0.0561	0.1621
O	0.9446	0.3053	0.1793
O	2.9938	1.5122	0.2449
O	-0.6868	-0.0243	0.9072
O	-0.4328	-0.4029	-0.6227
O	-0.4231	0.1852	-0.3929
O	-1.5247	1.9581	-0.4157
O	0.7007	0.0554	-0.1184
O	0.1498	0.1632	0.1532
O	-1.2552	1.0576	-0.2157
O	0.4658	-0.1031	0.1892
O	0.7817	-1.4845	0.2537
O	-1.1028	-0.0593	-0.7108
O	-0.8354	-0.542	-1.6954
O	-0.59	-0.5132	0.8782
O	0.0846	1.2715	0.4091
O	0.2305	-0.0344	-0.1698
O	-0.9605	0.89	0.5088
O	0.3046	0.4492	-0.1439
O	0.194	-0.1339	0.429
O	0.8692	-0.2633	0.6663
